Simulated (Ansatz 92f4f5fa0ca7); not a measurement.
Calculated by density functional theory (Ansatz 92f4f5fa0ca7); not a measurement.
Periodic cell of 237 atoms, Si147O90, from a study of silicon, its oxide and their interface. The atomic structure is a simulated model.
Doubt: the cutoff is far below the 930 eV that the study's wrapper takes by default for these files, so forces and energies are approximate.
This geometry differs little from another in the collection (a relaxation step or a small displacement).

Settings
functional: PBE
potential files: Ansatz PAW
basis: plane waves
wave-function cutoff: 580 eV
density cutoff ratio: 5
exchange-correlation grid ratio: 1
k mesh: 1 x 1 x 1, Gamma-centred
self-consistency stop: 5e-08 eV per atom in the density residual
occupations: fixed
spin: none
net charge: 0

Cell vectors (angstrom)
a 11.6015 0 0
b 0 10.938 0
c 0 0 32.7758

Atoms and the computed forces on them: element, x, y, z (angstrom), force x, y, z (eV/angstrom)
Si -0.0816 -0.0431 24.099 -0.0061 -0.0107 0.003
Si 3.7292 -0.1907 24.2488 -0.0074 -0.0109 0.0065
Si 7.5043 0.0665 24.0029 0.0015 -0.0032 0.0059
Si 1.8879 1.2578 24.1853 0.0094 0.0141 0.0054
Si 5.4888 1.3297 24.0095 -0.0091 0.0071 -0.0018
Si 9.5617 1.3241 24.0521 0.0007 -0.0016 0.0074
Si -0.15 5.4875 23.9651 0.0017 0.0032 0.0069
Si 3.6586 5.23 24.1849 0.0008 -0.007 0.0034
Si 7.4592 5.4546 24.029 0.0062 -0.0064 0.0077
Si 1.8594 6.7309 24.1126 0.0062 0.0105 0.0064
Si 5.4659 6.7393 24.1213 -0.008 0.0069 0.0061
Si 9.3909 6.7902 24.0103 -0.0093 0.0032 0.0119
Si 1.7729 2.6972 26.0613 0.0043 0.0061 -0.0077
Si 5.6806 2.6461 25.9934 0.0011 0.0085 0.0012
Si 9.5526 2.7118 25.9975 -0.0073 0.0004 -0.0015
Si -0.1329 4.1386 25.9818 0.0043 -0.0034 0.0017
Si 3.7445 3.9636 26.1194 -0.0049 -0.0068 -0.0069
Si 7.5813 4.0472 25.9588 0.0006 -0.0054 -0.0083
Si 1.8163 8.1186 26.0484 0.0032 0.0045 -0.0063
Si 5.7254 8.1479 26.0329 -0.0018 0.008 -0.0031
Si 9.5538 8.2066 25.9519 0.0105 0.0036 -0.0069
Si -0.0833 9.5397 26.0381 -0.0039 -0.0071 -0.0032
Si 3.7705 9.4304 26.1454 0.0044 -0.0054 -0.0057
Si 7.6163 9.6133 25.982 -0.0046 -0.0047 0.0001
Si -0.0909 -0.0137 27.957 0.0023 0.0061 -0.0027
Si 3.7878 -0.0063 27.9618 0.0015 0.0064 0.0029
Si 7.6704 -0.0121 27.9484 0.0009 0.0076 0.0006
Si 1.8356 1.3349 27.9748 -0.0029 -0.0058 0.002
Si 5.7356 1.3305 27.9498 -0.0023 -0.0077 -0.0045
Si 9.5908 1.3689 27.947 0.0026 -0.004 -0.0025
Si -0.094 5.4603 27.9435 -0.0019 0.0068 -0.0013
Si 3.803 5.4575 27.9496 0.001 0.0069 0.0018
Si 7.6762 5.4327 27.9118 -0.0024 0.0038 0.0015
Si 1.8506 6.7886 27.9756 0.0033 -0.0062 0.0027
Si 5.757 6.7963 27.9589 0.0009 -0.0039 0.0005
Si 9.5846 6.8435 27.9146 -0.0013 -0.0055 0.001
Si 1.9336 2.7345 29.8766 -0.0727 -0.0077 0.039
Si 5.8008 2.7345 29.8766 -0.0688 -0.0599 -0.1118
Si 9.6679 2.7345 29.8766 -0.0451 -0.0104 0.0849
Si 0 4.1018 29.8766 -0.1434 -0.0598 -0.0127
Si 3.8672 4.1018 29.8766 -0.0191 -0.0181 0.0338
Si 7.7343 4.1018 29.8766 0.0133 -0.0922 -0.108
Si 1.9336 8.2035 29.8766 -0.0575 -0.0619 0.0143
Si 5.8008 8.2035 29.8766 -0.0114 -0.0562 -0.0391
Si 9.6679 8.2035 29.8766 -0.1006 -0.0306 -0.0783
Si 0 9.5708 29.8766 -0.1073 -0.1386 0.0956
Si 3.8672 9.5708 29.8766 -0.0909 -0.0487 0.1164
Si 7.7343 9.5708 29.8766 -0.002 -0.1001 0.0678
Si 0 0 31.8101 -0.0231 0.1279 0.0986
Si 3.8672 0 31.8101 0.0138 0.008 0.0486
Si 7.7343 0 31.8101 0.0079 0.1348 0.0833
Si 1.9336 1.3673 31.8101 -0.0123 0.0164 -0.0454
Si 5.8008 1.3673 31.8101 0.0046 0.0268 -0.0873
Si 9.6679 1.3673 31.8101 -0.0107 -0.0093 -0.0671
Si 0 5.469 31.8101 -0.0102 0.0004 -0.0536
Si 3.8672 5.469 31.8101 -0.0037 -0.0853 -0.0915
Si 7.7343 5.469 31.8101 0.0151 0.0896 -0.0293
Si 1.9336 6.8362 31.8101 -0.0082 -0.0087 0.021
Si 5.8008 6.8362 31.8101 -0.0072 -0.0685 0.0539
Si 9.6679 6.8362 31.8101 0.0211 -0.1412 0.0304
Si 1.9336 2.7345 0.9679 0.0262 -0.0562 0.1474
Si 5.8008 2.7345 0.9679 0.0957 -0.0277 -0.2079
Si 9.6679 2.7345 0.9679 0.0967 -0.1537 0.0223
Si 0 4.1018 0.9679 -0.0688 0.1318 0.0023
Si 3.8672 4.1018 0.9679 0.0962 0.1032 -0.2258
Si 7.7343 4.1018 0.9679 0.056 0.084 0.2569
Si 1.9336 8.2035 0.9679 -0.0168 0.2554 -0.2749
Si 5.8008 8.2035 0.9679 0.1278 0.238 -0.0578
Si 9.6679 8.2035 0.9679 0.0163 0.1433 0.0124
Si 0 9.5708 0.9679 0.0308 0.0074 0.2936
Si 3.8672 9.5708 0.9679 0.0672 -0.0515 -0.1153
Si 7.7343 9.5708 0.9679 0.1532 -0.1404 0.0703
Si 0.0779 -0.0487 2.9911 0.0017 0.0094 -0.0048
Si 3.9468 -0.004 2.8879 0.0003 0.0098 -0.0067
Si 7.8295 -0.0547 2.9478 0.0019 0.0113 -0.0062
Si 1.9977 1.3294 2.8885 0.0037 -0.0052 -0.0028
Si 5.9265 1.296 2.8192 -0.0043 -0.0013 0.0004
Si 9.7393 1.3472 2.9057 -0.0055 -0.004 0.0051
Si 0.0316 5.5379 2.8666 0.0047 0.0034 0.0034
Si 3.9359 5.5967 2.7836 0.0102 0.0043 -0.0031
Si 7.8007 5.5235 2.9088 0.0005 0.0072 0.0003
Si 1.9667 6.8709 2.8677 -0.005 -0.0055 -0.0026
Si 5.8922 6.9035 2.9185 -0.0122 -0.0092 -0.008
Si 9.7013 6.9276 2.9605 -0.0064 -0.0084 -0.002
Si 2.1 2.8011 4.721 0.0077 0.0122 0.0146
Si 5.9906 2.7826 4.5975 -0.0119 0.0047 0.0021
Si 9.7556 2.8533 4.733 0.0064 0.0017 0.0066
Si 0.1454 4.1218 4.728 0.0019 -0.0013 0.0053
Si 4.0519 4.0731 4.4966 -0.0012 -0.0073 -0.0114
Si 7.8543 4.2748 4.914 0.008 -0.0061 0.0077
Si 2.0885 8.0832 4.8704 0.0038 0 0.0034
Si 5.8937 8.215 4.9072 0.0029 0.0047 0.0014
Si 9.7159 8.3138 4.9475 0.0194 0.0012 0.007
Si 0.1329 9.539 5.0248 -0.0166 -0.0014 0.0056
Si 3.9621 9.5516 4.8006 0.0056 -0.0069 -0.0048
Si 7.7392 9.7415 5.0631 -0.0115 0.0015 0.015
Si 0.1189 0.2738 6.7946 0.0224 0.0041 -0.0164
Si 3.9851 0.0444 6.6815 -0.0022 0.0205 0.0054
Si 7.6574 0.5124 6.9755 0.0062 0.0113 -0.0249
Si 2.1174 1.4497 6.636 -0.0239 -0.0004 -0.0157
Si 5.5667 1.8944 6.7082 0.0091 -0.0212 -0.0102
Si 9.7348 1.6073 6.7073 -0.014 -0.0049 -0.0217
Si 0.3011 5.4122 6.6828 -0.0029 -0.0095 -0.0134
Si 4.436 4.8561 6.6158 -0.0023 -0.0183 0.0157
Si 7.9763 5.7205 6.9824 -0.0064 -0.0266 -0.0112
Si 2.4331 6.4316 6.6713 0.0143 0.0062 -0.0204
Si 5.8667 6.7733 6.8347 -0.0055 0.0152 -0.0044
Si 10.0723 6.9286 6.8433 -0.0021 0.0044 -0.0072
O 3.9784 9.9759 8.0321 0.0036 -0.0003 0.0014
O 1.4411 0.6865 13.3974 0.0011 -0.0001 -0.0016
O 4.9462 3.3773 7.3871 0.0013 0.0085 0.0193
O 12.0776 11.0444 8.462 0.0091 0.0005 0.0233
O 5.3169 7.6507 8.1721 -0.0138 0.0037 0.0091
O 9.8377 2.6921 7.976 0.009 0.0142 0.0151
O 7.7954 4.7973 8.3563 0.0022 0.0053 0.0009
O -0.803 6.4029 15.6377 0.0047 -0.0004 0.0042
O 0.2952 4.4268 8.0262 -0.0106 -0.0137 0.0192
O 7.7673 10.6228 8.4168 0.0031 -0.0152 0.0257
O 2.6564 7.5838 7.853 0.0111 0.0073 0.01
O 10.5759 7.9238 8.0919 0.0082 0.0056 0.0111
O 2.2162 14.0469 13.9388 0.0001 -0.0033 0.0027
O 11.6575 4.3222 22.7688 -0.0045 -0.0161 -0.0133
O 7.3577 4.65 22.5652 0.0068 0.0005 -0.0169
O 5.0447 7.6217 22.7522 -0.0094 0.0023 -0.0021
O 2.2918 12.6956 18.2462 -0.0036 -0.0005 -0.0003
O 4.9648 2.1335 22.6168 -0.009 0.0025 -0.0034
O 2.2365 2.1217 22.7969 0.0054 -0.0002 0
O 9.6962 2.4358 22.8161 0.0063 0.0084 -0.0071
O 7.2673 9.84 22.8243 0.0092 -0.0181 -0.0145
O 3.6294 4.4054 22.7189 -0.0017 0.0045 0.0014
O 1.3246 10.5553 16.9709 0.0003 0.0005 0.0038
O 8.9514 7.6773 22.6556 -0.0016 0.0147 -0.0097
Si 4.5931 3.885 17.0052 0.0035 -0.0049 -0.0059
Si 2.1289 -2.5911 10.9748 -0.0012 -0.0015 -0.0102
Si 6.2302 10.3624 15.0194 -0.0017 0.0046 -0.0027
Si 1.3209 8.9868 17.3277 -0.0008 0.0001 -0.0037
Si 10.8985 1.2581 19.8012 0.0088 -0.0018 0.0123
Si -6.0004 6.5567 17.5754 -0.002 0.0044 -0.0063
Si 13.9588 11.169 12.122 0.001 0.0094 -0.0168
Si 1.179 12.2836 9.3237 -0.0117 -0.0022 0.0057
Si -2.1975 5.7197 15.1941 -0.0006 0.0035 -0.002
Si -4.0108 7.9166 14.0081 -0.0014 -0.0046 0.005
Si 7.8486 2.0336 11.4816 0.0104 0.0009 0.0035
Si -0.7332 18.572 19.2606 0 0.0117 0.0077
Si 8.1498 2.1761 19.2923 -0.0029 0.0004 0.0032
Si 4.82 7.8756 14.7564 -0.0012 0.0029 -0.0005
Si 19.6171 15.4907 21.0777 -0.0061 -0.001 0.016
Si 8.524 7.5713 11.0578 -0.0026 0.0038 0.005
Si 0.8045 6.5459 15.7429 -0.0024 -0.0026 -0.0083
Si 2.5792 -4.5034 13.2796 0.0041 -0.0018 0.0108
Si 6.3459 12.4757 17.1088 -0.0017 -0.003 -0.012
Si 3.2399 -3.3138 19.2801 0.0171 0.0089 0.0046
Si 11.0247 9.6558 21.3414 -0.0009 0.0033 0.0182
Si 8.2033 -2.0253 21.8735 -0.0024 0.0162 0.0127
Si -2.9211 14.1833 16.5719 0.0016 0.0015 -0.0085
Si 3.6691 8.3805 22.2544 -0.0024 -0.0099 -0.0051
Si 1.0423 2.0432 14.2166 -0.0015 0.0097 -0.0059
Si 20.1124 -0.6475 9.8324 -0.0105 0.0075 -0.011
Si 9.776 13.9968 13.8798 -0.0026 0.0004 -0.0037
Si 2.6128 3.1153 19.1051 0.0118 -0.0044 0.0088
Si 3.6421 3.8432 14.0333 0.0004 0.0036 0.0007
Si 22.2286 3.4113 21.8871 0.0045 0.0079 0.0062
Si 12.668 12.1147 17.3156 -0.0014 0.0029 -0.0045
Si 10.8564 8.4801 9.6039 0.0054 0.0081 -0.0114
Si 3.899 -2.5256 8.5274 -0.0025 -0.0104 0.0013
Si 10.868 3.5422 8.9228 0.0019 0.0085 0.0003
Si 5.2242 1.4542 12.8717 -0.001 0.0007 0.0109
Si 8.3739 4.7293 9.8809 0.0033 -0.0079 -0.0038
Si 7.7793 7.2856 19.4759 -0.0057 0.0017 0.0043
Si 3.5514 2.8652 22.1605 0.0016 -0.0053 -0.0011
Si 1.1107 5.5361 18.6612 0.0047 0 -0.0049
O 24.0353 -13.3753 9.9881 -0.0027 -0.002 0.0035
O 7.2345 2.5893 16.2362 -0.0004 -0.0001 0.0034
O 11.7023 -8.4608 9.8292 0.001 0.0094 -0.002
O 11.595 -0.107 20.3646 -0.0038 0.0074 -0.0092
O -2.0301 4.7043 13.896 -0.0005 0.0024 0.0036
O 10.109 7.5067 10.6796 -0.0037 -0.0037 0.0028
O -3.7889 3.37 10.5544 -0.0007 0.0006 0.001
O 1.3899 16.9493 14.3189 -0.0026 0.0014 0.0037
O 2.1863 2.055 8.2242 0.0018 -0.0023 -0.0088
O 9.2753 7.7498 19.0754 0.0062 -0.0014 -0.0022
O 0.0469 9.7951 22.8365 -0.0085 0.0009 -0.017
O 2.1091 6.4859 19.5351 -0.0007 -0.0013 -0.0019
O -5.5501 7.4157 13.7746 0.0114 0.0009 0.0015
O -0.308 2.6236 13.5052 0.0038 -0.0026 0.0038
O 8.4254 -3.0787 12.6387 -0.0112 -0.0023 0.0115
O 3.5995 8.4332 20.6363 -0.0033 -0.006 -0.0115
O -0.2438 8.178 20.7338 -0.0016 -0.0029 -0.0111
O 4.8347 13.829 13.511 -0.0014 -0.0063 -0.0044
O 3.3297 2.8214 20.5392 -0.0056 -0.0001 -0.0138
O 3.5315 -2.5477 10.12 -0.0051 -0.0008 0.0046
O 8.4567 11.6174 10.7883 -0.0014 0.0054 0.0061
O -0.2722 1.4044 18.2309 0.0079 -0.0016 -0.0059
O 6.9687 7.2961 18.0614 -0.0026 -0.0007 -0.0001
O -2.6149 2.9885 18.1408 0.0022 -0.0003 0.0008
O 3.5643 4.1012 18.2326 -0.0008 0.0058 0.0018
O 5.8083 15.8789 17.3374 0.0025 0.0059 0.0025
O 7.9103 17.0415 10.6581 0.0004 0.0061 0.0034
O 3.6782 -1.0242 22.8015 0.0036 0.0063 -0.0006
O 9.6427 4.4955 21.1677 -0.004 -0.0041 -0.0007
O 1.3334 -5.2668 17.0333 0.0025 0.0006 0.0092
O 12.5104 12.8124 15.842 0.0004 -0.005 0.0066
O 10.1054 9.9385 9.711 0.0033 -0.0078 0.003
O -4.6986 12.3097 18.6307 0.0024 -0.0021 0.005
O -1.9735 2.5483 15.4366 0.0023 -0.001 0.0018
O 8.3443 6.9209 15.0216 -0.0054 0.0101 -0.0122
O 3.5528 -5.7929 13.0572 0.0018 -0.0023 -0.0022
O 15.5515 4.2878 15.5688 0.0008 0.0005 0.0016
O 9.4125 9.8806 21.3811 0.0064 -0.0148 0.0051
O 6.3837 10.9761 16.5115 -0.0012 0.0038 0.0021
O 4.5599 6.8471 18.7772 -0.0045 0.0045 -0.001
O 10.0088 4.5764 9.8506 -0.0035 -0.0048 -0.0086
O -0.3839 17.0006 19.0376 0.0014 -0.0015 0.0003
O 1.243 14.9472 19.1889 -0.005 0.0045 0.0037
O -0.0252 8.596 18.1577 0.0046 -0.0026 0.0039
O -2.8929 2.3731 12.8433 -0.0018 -0.0004 -0.0026
O 4.8991 2.2731 17.0461 -0.001 0.0017 0.0036
O 2.6895 8.6766 18.1613 -0.0015 -0.0055 0.0062
O 13.7779 -1.3762 12.0501 0.0042 0.014 -0.0006
O 7.6272 16.7377 20.1217 0.0031 0.0081 -0.0078
O 6.0826 0.6372 13.9745 -0.0085 -0.0025 -0.0035
O 11.3889 2.4757 20.7889 0.0006 -0.0032 -0.0067
O -2.3349 1.1761 19.9133 -0.0009 -0.002 0.0011
O 13.9089 7.6289 22.7784 0.0093 0.0002 -0.0022
O -2.8199 4.8509 16.4185 -0.0012 0.0007 0.0029
O 1.2575 8.1042 15.9512 0.0002 0.0071 0.0089
O 2.0231 6.9611 11.8423 -0.0006 0.0008 -0.0029
O 4.8647 -1.4532 14.9877 0.0045 0.0025 0.0024
O 7.5254 9.4289 14.6432 0.0004 -0.0022 -0.0026
O 4.9963 -3.7769 16.1986 0.0041 -0.004 0.0126
O 3.9181 11.5791 12.3625 -0.0041 0.0028 -0.003
O 17.8668 1.7135 11.6667 -0.0068 -0.0031 0.0011
O 3.4278 7.6005 14.0154 0.0052 -0.001 0.0008
O 19.4078 8.8833 10.3495 0.0019 -0.0064 0.0009
O -4.3014 8.3587 20.6277 0.0019 -0.0024 -0.0067
O 7.4895 3.1659 20.4 0.0049 0.0016 -0.0031
O 13.5162 11.7825 10.6728 0.0137 -0.0131 0.0352

Results
free energy: -144629.773 eV
free energy less fixed offsets of O -568.88, Si -635.61 eV per atom: 4.097 eV

The program warned: the cutoff lies below the one the program advises for these potential files; the forces do not sum to zero within the program's tolerance; the exchange-correlation potential is rough where the density is thin.
